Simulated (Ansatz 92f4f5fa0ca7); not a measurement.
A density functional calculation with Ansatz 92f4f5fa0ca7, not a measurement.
Periodic cell of 178 atoms, Si99O79, from a study of silicon, its oxide and their interface. The atomic structure is a simulated model.

Settings
functional: PBE
potential files: Ansatz PAW
basis: plane waves
wave-function cutoff: 700 eV
density cutoff ratio: 5
exchange-correlation grid ratio: 2
k mesh: 2 x 2 x 1, shifted by 0.5 0.5 0.5 of a step
self-consistency stop: 5e-08 eV per atom in the density residual
occupations: Fermi-Dirac, 0.05 eV
spin: none
net charge: 0

Cell vectors (angstrom)
a, 11.5983, 0, 0
b, 0, 11.5983, 0
c, -1.1243, 2.652, 24.4671

Atoms: element, x, y, z (angstrom)
Si, 2.1931, 7.4951, -0.8931
Si, 11.6392, 0.1814, -2.1279
Si, 11.918, 3.9429, 1.0865
Si, 5.8323, 6.9457, -0.1381
Si, 5.768, -0.4875, -1.4875
Si, 5.9203, 4.0413, -0.9547
Si, 10.4585, 8.6011, 0.1611
Si, 8.5887, 0.2835, -1.1855
Si, 13.5088, 4.2841, -0.6127
Si, 4.3311, 8.6038, -0.4503
Si, 4.5105, -0.0791, 1.202
Si, 4.588, 3.5754, 0.9287
Si, 8.612, 7.5561, 1.1129
Si, 9.0581, -0.4274, 0.9837
Si, 9.3958, 3.7149, 1.1757
Si, 12.4511, 7.7132, 1.0405
Si, 12.9917, 0.0746, 0.86
Si, 11.5704, 8.7778, -2.683
Si, 4.6031, 9.3652, 2.0661
Si, 4.8753, 1.8294, 2.4324
Si, 4.8481, 5.382, 2.4195
Si, 8.4542, 9.4319, 2.4793
Si, 8.9771, 1.6737, 2.317
Si, 8.7558, 5.6372, 2.4858
Si, 12.5591, -1.9495, 2.3101
Si, 12.5941, 1.97, 2.285
Si, 12.4645, 5.7941, 2.4549
Si, 2.8772, 9.4178, 3.6799
Si, 2.9074, 1.8352, 3.6997
Si, 2.8857, 5.7255, 3.7671
Si, 6.4587, 9.4202, 3.6331
Si, 6.8924, 1.7879, 3.6384
Si, 6.7379, 5.5113, 3.8529
Si, 10.5802, 9.4609, 3.7386
Si, 10.7869, 1.7596, 3.7978
Si, 10.6389, 5.7825, 3.9332
Si, 2.8492, 7.6217, 5.2643
Si, 2.9422, -0.2153, 4.9817
Si, 2.8948, 3.7272, 5.0738
Si, 6.589, 7.5721, 5.1247
Si, 6.7208, -0.1756, 4.9378
Si, 6.8386, 3.6017, 5.2036
Si, 10.6188, 7.6375, 5.3663
Si, 10.6983, -0.2172, 5.0568
Si, 10.7581, 3.7475, 5.1397
Si, 4.7688, 7.5735, 6.7152
Si, 4.8619, -0.1741, 6.4025
Si, 4.777, 3.7074, 6.4877
Si, 8.5044, 7.691, 6.5061
Si, 8.6991, -0.1061, 6.2922
Si, 8.8348, 3.707, 6.4724
Si, 12.6088, 7.5106, 6.8146
Si, 12.6284, -0.4011, 6.3654
Si, 12.6815, 3.6899, 6.5425
Si, 4.733, 1.7497, 7.7917
Si, 4.2667, 5.5514, 7.9623
Si, 4.9079, 9.6436, 8.0291
Si, 8.8442, 1.7662, 7.7609
Si, 8.3301, 5.6356, 7.7112
Si, 8.725, 9.732, 7.7964
Si, 2.8078, 1.0954, 9.0616
Si, 13.2473, 5.4671, 8.0579
Si, 12.6335, 9.528, 8.1326
Si, 12.6466, 1.5664, 7.5603
Si, 12.2225, 4.8532, 10.2318
Si, 3.0108, 10.325, 9.2838
Si, 6.8028, 1.6918, 8.8941
Si, 6.8617, 4.7551, 9.4536
Si, 6.9625, 10.2302, 9.3415
Si, 10.8395, 1.1724, 9.0132
Si, 12.233, 2.4595, 10.5536
Si, 10.6144, 10.3538, 9.1391
Si, 9.8588, 9.1389, 14.3168
Si, 12.1905, 5.2587, 21.1328
Si, 12.8032, 8.1304, 14.0057
Si, 8.0873, 7.6051, 21.0901
Si, 3.453, 3.6127, 13.8554
Si, 8.1293, 10.3299, 20.2673
Si, 13.7638, 9.9214, 16.1384
Si, 7.083, 6.0826, 23.6405
Si, 7.1341, 2.5715, 17.1189
Si, 10.281, 6.5155, 19.2224
Si, 9.5874, 4.489, 17.279
Si, 12.3368, 2.1101, 13.5271
Si, 4.5907, 10.4709, 14.5924
Si, 6.1208, 12.198, 19.0711
Si, 9.3373, 6.0328, 10.4047
Si, 11.3832, 11.5875, 15.4433
Si, 2.6391, 6.1426, 12.4026
Si, 9.1158, 7.2185, 16.7033
Si, 4.7365, 9.7938, 17.4763
Si, 3.0757, 2.852, 16.572
Si, 4.869, 3.3167, 18.899
Si, 6.9429, 8.1473, 18.5906
Si, 8.957, 9.0265, 11.3911
Si, 5.3033, 1.7328, 14.9143
Si, 3.6989, 4.6505, 21.3067
Si, 11.6418, 2.6542, 16.1885
Si, 3.3783, 9.0064, 12.2268
O, 7.4041, 7.4117, -0.0337
O, 14.6196, 0.0938, 0.4392
O, 12.2879, 0.2784, -0.6314
O, 2.3979, 5.8372, -0.8986
O, 7.3593, -0.5745, -1.8945
O, 5.7455, 0.0063, 0.0774
O, 3.0834, 3.4429, 0.1858
O, 10.0028, 0.3205, -2.0466
O, 12.3068, 1.342, -3.0756
O, 5.2689, 6.6043, 1.3685
O, 5.3109, 5.3526, 9.3267
O, 9.5456, 6.1354, 8.7855
O, 9.5529, 7.3126, 20.4348
O, 11.2028, 8.3185, 13.9013
O, 3.0983, 9.6825, 17.4619
O, 3.8039, 3.2511, 22.1216
O, 13.1958, 3.6045, -2.0553
O, 13.3438, 8.463, 15.5136
O, 4.9581, -1.9077, -1.5773
O, 5.2971, 9.7958, 15.9201
O, 4.1538, 1.7001, 16.1049
O, 8.0072, 1.8214, -1.1044
O, 5.1741, 1.8421, 19.5871
O, 7.9875, 6.7017, 22.4072
O, 10.4531, 8.6019, -1.4929
O, 9.6541, 10.9307, 20.4216
O, 7.876, 9.4996, 18.8559
O, 5.3894, 11.8507, 14.2424
O, 3.1655, 4.0323, 15.4311
O, 3.5794, 4.9378, 12.9461
O, 12.1855, 0.5944, 14.1365
O, 13.8234, 1.9016, 10.4357
O, 6.975, 11.501, 20.2888
O, 6.0917, 3.6172, 17.8479
O, 6.8554, 0.2644, 9.8065
O, 3.5926, 7.3975, 11.9573
O, 7.8518, 5.3354, 10.665
O, 6.7965, 3.1139, 9.7883
O, 13.1624, 2.2803, 16.6517
O, 7.943, 9.2024, 21.4532
O, 9.4696, 5.1454, 18.7802
O, 3.3461, 9.8499, 10.8567
O, 13.2282, 6.6056, 13.6181
O, 5.1594, 11.1173, 18.3237
O, 8.5757, 3.2638, 17.0638
O, 10.4496, 10.2349, 0.597
O, 9.142, 8.2774, 15.4904
O, 11.6303, 2.1767, 12.0711
O, 7.4998, 9.4228, 10.7188
O, 11.0804, 3.8571, 17.1098
O, 8.9112, 9.3044, 13.0057
O, 9.2981, 7.4519, 11.1776
O, 1.3081, 7.9072, -2.2772
O, 7.6307, 7.3315, 17.3725
O, 11.6249, 3.1217, 14.6105
O, 12.0009, -1.2522, -2.8422
O, 10.7041, 5.2108, 10.8318
O, 10.7826, 1.2534, 16.3006
O, 5.3006, 3.2852, -2.2983
O, 3.4605, 3.3289, 18.0703
O, 5.7379, 5.6744, -1.1761
O, 10.2875, 7.4647, 17.8651
O, 6.7086, 2.1987, 15.5874
O, 10.1917, 10.615, 14.9251
O, 7.2067, 12.7966, 18.0002
O, 4.5498, 9.5282, 13.2596
O, 13.3555, 5.6228, 11.1542
O, 11.7472, 6.073, 19.7749
O, 9.318, 5.6784, 16.1775
O, 4.8838, 2.8235, 13.7736
O, 13.8894, 2.582, 13.3547
O, 6.9412, 7.2528, 19.966
O, 5.4025, 8.5066, 18.2208
O, 10.1831, 9.888, 10.7082
O, 2.1326, 4.8022, 20.8743
O, 13.4984, 9.1465, 12.9279
O, 12.3993, 10.7557, 16.4204
O, 3.0469, 10.7713, 15.0488
O, 4.6906, 4.4865, 20.0097

Results
free energy: -107872.510 eV
free energy less fixed offsets of O -569.03, Si -635.61 eV per atom: 6.250 eV
pressure: -0.64 GPa
stress xx, yy, zz, yz, xz, xy (GPa, positive in tension): 1.12, 0.36, 0.44, -0.18, 0.43, 0.36

Forces (eV/angstrom), in the order of the atoms: element, x, y, z
Si, -0.7383, -0.2068, -0.0641
Si, 0.3145, -0.0427, -0.1655
Si, -0.5085, -0.1605, 0.2775
Si, 0.3406, -0.0258, -0.196
Si, -0.1888, 0.1374, 0.0841
Si, 0.2804, -0.2003, -0.3517
Si, 0.2801, -0.4204, -0.1781
Si, -0.1786, 0.3429, -0.2624
Si, -0.1292, -0.0654, -0.124
Si, 0.2623, 0.3849, -0.1706
Si, -0.0232, 0.1237, 0.062
Si, -0.1814, -0.2494, 0.1437
Si, -0.1449, 0.0532, -0.2283
Si, 0.069, -0.186, 0.3566
Si, 0.5439, 0.2821, 0.1447
Si, -0.027, 0.1513, -0.0494
Si, 0.1469, 0.0689, -0.0292
Si, -0.2491, -0.0125, -0.0192
Si, -0.1694, 0.3116, -0.2765
Si, -0.0241, -0.0445, 0.0132
Si, -0.0639, 0.0954, 0.2208
Si, 0.0883, -0.0195, 0.3914
Si, -0.1454, -0.0844, 0.2254
Si, -0.0204, -0.2019, 0.1668
Si, 0.1951, 0.2414, 0.1492
Si, -0.0844, -0.1929, -0.2262
Si, -0.0664, 0.2033, 0.0111
Si, -0.2234, 0.1555, -0.1018
Si, -0.0376, -0.0326, 0.2108
Si, -0.0592, -0.1091, -0.0416
Si, -0.0677, 0.1068, 0.0352
Si, 0.1041, -0.0956, -0.101
Si, 0.2769, 0.0695, -0.1309
Si, 0.0194, 0.0336, -0.1986
Si, 0.1792, -0.0324, 0.0176
Si, -0.0024, -0.1023, -0.1298
Si, 0.0416, -0.0054, -0.095
Si, 0.1236, -0.1259, 0.0147
Si, 0.1518, 0.011, -0.1899
Si, -0.064, -0.063, -0.0208
Si, -0.0554, -0.0446, 0.1448
Si, -0.0741, 0.0609, 0.0277
Si, 0.0275, 0.0108, 0.0362
Si, -0.1686, -0.0551, 0.004
Si, -0.0036, 0.0369, -0.0303
Si, -0.0918, 0.1502, 0.04
Si, -0.1542, 0.1532, 0.0274
Si, -0.0608, 0.0536, -0.0629
Si, -0.0496, 0.0994, -0.0988
Si, 0.0606, 0.0969, -0.2685
Si, -0.015, 0.0715, -0.1116
Si, -0.0059, -0.0523, -0.0703
Si, 0.1623, -0.1093, -0.1667
Si, 0.0244, 0.1202, -0.0087
Si, 0.0327, -0.2868, 0.0167
Si, 0.5685, -0.1898, 0.1435
Si, 0.1889, 0.103, -0.0338
Si, 0.2304, -0.2915, -0.0025
Si, 0.204, 0.0253, 0.2044
Si, -0.2079, -0.003, 0.1413
Si, -0.2007, 0.5352, -0.1639
Si, -0.2546, 0.1181, -0.1159
Si, 0.0918, 0.2843, -0.0557
Si, 0.0534, -0.2245, -0.0736
Si, 0.2211, 0.0307, 0.0051
Si, 0.123, -0.5842, 0.0571
Si, -0.0353, 0.0109, 0.6296
Si, -0.0753, -0.3307, -0.0885
Si, 0.3569, 0.1921, 0.1169
Si, -0.0918, 0.2599, -0.0481
Si, -0.3132, -0.2195, -0.0792
Si, -0.1537, -0.2732, 0.2514
Si, 0.2165, -0.0321, 0.2127
Si, 0.1124, 0.0033, -0.2175
Si, -0.0767, -0.0559, 0.099
Si, 0.0511, 0.1361, -0.2635
Si, 0.1371, 0.0549, 0.2231
Si, -0.055, -0.0889, -0.1541
Si, -0.0919, -0.0756, -0.0339
Si, -0.0787, 0.0664, -0.2496
Si, -0.1046, -0.0383, 0.0161
Si, 0.0851, 0.0171, -0.0652
Si, 0.0142, 0.0617, 0.0792
Si, 0.0121, 0.013, 0.3014
Si, 0.028, 0.1132, 0.1372
Si, 0.0345, -0.1103, -0.0617
Si, 0.0734, -0.1167, 0.1385
Si, -0.128, -0.0539, 0.0597
Si, -0.0143, 0.0894, 0.4194
Si, 0.0528, 0.1455, 0.0914
Si, 0.1758, -0.0301, 0.088
Si, 0.0703, 0.0715, 0.1354
Si, -0.0769, -0.0644, -0.076
Si, 0.0836, 0.1286, -0.0632
Si, -0.0578, 0.2519, 0.021
Si, 0.0059, 0.0103, 0.0357
Si, -0.153, -0.2745, -0.2219
Si, -0.0271, 0.0699, 0.1182
Si, -0.165, -0.1612, 0.3848
O, -0.1555, -0.0936, 0.069
O, 0.0036, -0.2316, 0.3402
O, -0.022, -0.0622, 0.1851
O, 0.2121, 0.0974, -0.1198
O, 0.1443, -0.0242, -0.1467
O, -0.1942, -0.1119, 0.0928
O, 0.2115, 0.2727, -0.0877
O, -0.2739, -0.0457, 0.0813
O, -0.137, -0.1269, 0.1697
O, -0.0433, 0.0161, 0.1551
O, -0.3506, 0.0627, -0.1879
O, -0.0639, 0.0102, -0.07
O, -0.0215, -0.0282, 0.0483
O, 0.0366, 0.0256, -0.0856
O, 0.0094, 0.0193, -0.0348
O, 0.1166, -0.1219, 0.0737
O, 0.1124, 0.0599, 0.1437
O, 0.04, 0.0468, -0.0563
O, -0.1918, -0.065, 0.1995
O, -0.0713, 0.0338, -0.0362
O, 0.0122, -0.046, -0.082
O, 0.2027, -0.2376, -0.0772
O, 0.0445, 0.0425, 0.0085
O, -0.1952, -0.0601, 0.3148
O, 0.0735, 0.1519, 0.1216
O, 0.0876, 0.0753, 0.1339
O, -0.0269, 0.0255, 0.0586
O, -0.0289, -0.0289, 0.02
O, -0.0124, -0.0574, -0.1397
O, -0.0357, 0.032, -0.1528
O, 0.0305, 0.0297, -0.0587
O, -0.2371, -0.0889, -0.0081
O, 0.0205, 0.0246, 0.0409
O, -0.0377, -0.0415, 0.022
O, -0.0754, -0.3304, -0.4486
O, 0.0455, 0.0107, -0.1407
O, 0.1771, 0.0178, -0.0149
O, -0.0082, 0.4426, -0.1968
O, -0.082, -0.032, -0.0226
O, -0.0393, -0.0874, 0.0478
O, 0.0081, -0.0204, -0.0665
O, -0.0227, 0.2267, -0.3336
O, 0.079, -0.0126, -0.168
O, -0.0355, 0.0313, -0.0451
O, 0.0264, 0.0102, -0.0337
O, -0.1724, 0.0565, 0.0384
O, -0.016, 0.0143, -0.087
O, 0.2194, 0.0734, -0.047
O, -0.1603, 0.0637, -0.1046
O, 0.0045, -0.0593, -0.0648
O, -0.0812, -0.0063, -0.2537
O, 0.0509, -0.1593, -0.0782
O, 0.4516, -0.0281, 0.3304
O, -0.0678, -0.0341, 0.004
O, 0.0116, -0.0342, -0.0497
O, -0.0823, 0.0364, 0.1315
O, -0.0229, 0.1494, 0.008
O, 0.1005, -0.0033, -0.0748
O, 0.067, 0.3044, 0.3587
O, 0.0616, -0.0237, -0.0351
O, 0.0127, -0.0787, 0.0364
O, -0.081, -0.0787, 0.0074
O, -0.0033, -0.0216, 0.0177
O, -0.0067, 0.0057, -0.0548
O, -0.0583, 0.0489, 0.0138
O, -0.0087, -0.0357, -0.1922
O, -0.2386, -0.1423, -0.0982
O, -0.022, -0.0449, 0.1303
O, -0.0112, -0.0612, 0.0258
O, -0.0903, -0.0251, 0.0374
O, 0.0063, -0.0491, -0.058
O, -0.0195, 0.0188, 0.0464
O, -0.0367, 0.0092, -0.0332
O, 0.0743, 0.0965, -0.249
O, 0.1015, 0.0566, 0.1249
O, 0.0737, 0.0831, -0.1136
O, 0.0622, 0.014, -0.0095
O, 0.0559, -0.0025, -0.0561
O, 0.0152, 0.0732, 0.1408

The program warned: the cutoff lies below the one the program advises for these potential files.
